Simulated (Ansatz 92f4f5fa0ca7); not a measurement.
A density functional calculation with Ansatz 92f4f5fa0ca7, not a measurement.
Periodic cell of 140 atoms, Si84O56, from a study of silicon, its oxide and their interface. The atomic structure is a simulated model.

Settings: functional r2SCAN; potential files Ansatz norm-conserving; basis plane waves; wave-function cutoff 1300 eV; density cutoff ratio 4; exchange-correlation grid ratio 1; k mesh 2 x 2 x 1, shifted by 0.5 0.5 0.5 of a step; self-consistency stop 5e-08 eV per atom in the density residual; occupations Fermi-Dirac, 0.05 eV; spin none; net charge 0.

Cell vectors (angstrom)
a  10.88  0  0
b  0  10.88  0
c  0  0  20.474

Atoms: element, x, y, z (angstrom)
Si  0.8302  -0.1958  -0.4521
Si  2.1662  3.2611  -0.4272
Si  0.1941  5.3481  0.0474
Si  2.665  8.5596  0.2311
Si  5.8655  1.8317  -1.3388
Si  7.49  4.5114  0.4416
Si  5.3154  5.0745  0.2943
Si  6.7468  9.9657  -0.533
Si  1.2169  1.3101  1.2456
Si  4.0504  3.6446  1.3171
Si  1.2464  6.6622  1.4486
Si  4.3678  9.9781  0.9763
Si  6.8189  0.4783  1.5789
Si  9.7384  3.8975  1.2464
Si  6.7649  7.2729  0.757
Si  9.5097  9.414  1.7523
Si  0.0441  2.6166  2.7343
Si  2.7548  0.0387  2.7495
Si  -0.0134  8.1031  2.7182
Si  2.8323  5.4133  2.6663
Si  5.4945  2.6456  2.7304
Si  8.2581  -0.0043  2.7171
Si  5.2945  8.2715  2.7326
Si  8.2822  5.3854  2.7271
Si  1.36  4.08  4.0755
Si  4.08  1.36  4.0755
Si  1.36  9.52  4.0755
Si  4.08  6.8  4.0755
Si  6.8  4.08  4.0755
Si  9.52  1.36  4.0755
Si  6.8  9.52  4.0755
Si  9.52  6.8  4.0755
Si  0  0  5.434
Si  2.72  2.72  5.434
Si  0  5.44  5.434
Si  2.72  8.16  5.434
Si  5.44  0  5.434
Si  8.16  2.72  5.434
Si  5.44  5.44  5.434
Si  8.16  8.16  5.434
Si  1.2814  1.4005  6.7778
Si  4.0802  4.0856  6.7271
Si  1.2865  6.8067  6.7695
Si  4.0208  9.5355  6.8122
Si  6.7431  1.4053  6.8779
Si  9.5703  4.0702  6.857
Si  6.8008  6.7724  6.7995
Si  9.4321  9.6017  6.7315
Si  0.1019  2.9699  8.9844
Si  2.0524  -0.4488  8.1929
Si  -0.1647  7.9939  7.8588
Si  2.1666  2.9254  12.585
Si  5.9621  3.2153  7.7106
Si  8.2102  0.2653  8.9244
Si  5.2041  7.6037  8.1843
Si  6.7597  5.1956  10.6389
Si  -1.842  6.4222  11.1027
Si  5.75  -0.2837  9.7722
Si  2.8611  12.3197  9.4885
Si  2.0763  5.2521  8.4597
Si  7.5315  5.0404  8.2703
Si  9.0406  2.7991  10.8367
Si  5.6445  8.176  10.1756
Si  10.2278  9.2457  9.5134
Si  -4.3814  -1.9916  15.262
Si  0.5316  5.6446  13.3095
Si  0.7312  6.6146  9.8031
Si  -0.5658  5.4304  15.8249
Si  6.0169  3.0439  13.8721
Si  3.8375  4.6592  10.8629
Si  8.6245  12.1828  13.5301
Si  7.2754  6.2024  16.1896
Si  -7.0548  -0.699  16.0716
Si  2.637  0.6213  12.5158
Si  2.5044  6.8829  12.4744
Si  4.3614  -1.7995  13.949
Si  4.6063  5.1807  17.5433
Si  10.9031  8.2794  16.6243
Si  -1.8544  4.9165  18.3288
Si  3.8475  2.0725  17.6284
Si  2.7936  7.7042  17.558
Si  9.1437  10.1702  15.3533
Si  9.4107  -0.4317  18.4973
Si  5.8463  11.3742  12.3631
O  -0.1946  0.8019  -1.6159
O  -0.1019  -4.1179  -3.914
O  1.6878  4.7451  -0.464
O  2.6651  2.2845  -1.6747
O  -0.7952  5.6194  -1.244
O  2.5957  8.0204  -1.4472
O  -5.4951  6.6181  0.71
O  6.1608  10.9889  -1.5981
O  6.1908  -2.3208  -0.1947
O  5.6984  1.8389  -2.9661
O  10.2647  8.9781  -5.1386
O  3.2108  0.7001  -3.879
O  4.7044  5.4433  -1.2588
O  3.8462  3.6605  -3.1918
O  8.5282  9.8003  -0.675
O  5.4287  7.932  -5.8137
O  1.4999  6.8245  11.1804
O  -0.6994  6.64  12.9288
O  -1.4113  2.0782  12.6301
O  3.0817  0.9727  11.0171
O  1.1248  9.433  9.7979
O  -0.468  14.5104  10.3496
O  1.9132  6.1907  13.7501
O  -0.6163  5.8518  10.2068
O  3.2257  3.1638  11.0264
O  6.1892  6.7641  10.9492
O  7.4129  2.1733  14.2944
O  9.6694  -0.0209  9.8562
O  5.2314  11.4572  10.8967
O  9.7289  11.4487  14.5317
O  5.2185  10.8615  8.2554
O  8.8124  8.2031  10.7827
O  -6.0804  4.2989  14.0765
O  -3.0943  5.7616  17.6877
O  3.463  5.1848  9.4874
O  0.7739  4.1855  12.338
O  -3.2899  11.2348  12.5309
O  3.3314  6.1647  17.3537
O  0.0094  4.6769  14.6833
O  3.4701  7.9006  13.0072
O  5.6393  4.0851  10.9812
O  5.7093  5.6162  16.4384
O  12.4722  8.5496  16.7347
O  14.5711  5.7527  12.0588
O  5.0443  1.7931  13.1546
O  7.47  7.7902  16.2173
O  -2.8034  4.0157  19.4317
O  -7.882  -1.4779  14.9969
O  3.9536  -1.8369  17.2528
O  4.852  -0.8835  12.8293
O  8.6368  -0.1624  16.8361
O  7.7638  9.4676  14.4649
O  -2.4425  5.2744  15.3108
O  5.3493  10.3958  15.6544
O  10.1179  9.2819  17.8318
O  -1.056  3.9994  17.1749

Results
free energy: -35803.165 eV
free energy less fixed offsets of O -463.61, Si -117.95 eV per atom: 66.795 eV
pressure: -1.52 GPa
stress xx, yy, zz, yz, xz, xy (GPa, positive in tension): 3.69, 1.84, -0.97, 0.11, -0.37, -1.05

Forces (eV/angstrom), in the order of the atoms: element, x, y, z
Si  -1.1385  0.6484  0.4988
Si  2.0183  -4.8413  2.3679
Si  -0.8895  -0.9354  -1.2938
Si  -1.6087  -0.8681  -2.8121
Si  1.1958  -2.5282  -0.3022
Si  2.3804  -0.2493  -0.4816
Si  -1.0819  0.3342  -3.2083
Si  3.5781  2.9694  1.6853
Si  0.829  0.6298  -0.2347
Si  -2.5264  0.3312  0.0393
Si  1.6644  2.6751  0.3153
Si  -0.8863  -0.4352  2.4453
Si  -7.9638  3.2908  -6.0276
Si  -1.1646  0.2808  1.5682
Si  4.1213  2.5475  1.5085
Si  0.7173  0.4727  -3.0924
Si  -0.1958  0.2502  0.0657
Si  -0.1354  -0.2501  -1.6698
Si  1.33  -1.0959  1.65
Si  -0.3969  -1.2742  0.04
Si  0.7742  -1.6945  -0.1943
Si  5.6044  -1.6227  6.3993
Si  0.9117  1.1665  -0.4604
Si  0.0568  -0.7243  -0.7029
Si  0.3378  0.006  -0.3491
Si  0.1557  -0.1385  0.459
Si  0.1825  0.002  -0.2351
Si  0.0893  0.1425  -0.2391
Si  0.4584  0.1053  -0.4644
Si  0.0571  0.0299  0.6104
Si  -0.631  -0.0274  -0.021
Si  -0.3463  0.0448  0.3842
Si  -0.2867  0.4736  -0.2373
Si  0.0444  -0.1354  0.175
Si  -0.5058  -0.3431  -0.0348
Si  -0.2551  -0.3535  -0.1617
Si  -0.0522  0.1866  0.3902
Si  0.256  -0.0701  0.7711
Si  0.0117  0.2629  -0.5182
Si  -0.0772  -0.1223  0.1736
Si  -0.2297  -0.9188  0.6007
Si  -0.8028  0.2288  0.5854
Si  2.3599  -0.5505  -0.987
Si  0.3194  -0.5651  1.66
Si  1.1617  -1.9485  -0.5178
Si  -0.4495  -0.407  1.4885
Si  -0.1394  -0.5208  0.1923
Si  -0.8635  0.2588  1.0565
Si  2.1299  0.5186  -3.2279
Si  0.2152  -0.2142  1.0824
Si  -0.8512  -0.3715  -1.2963
Si  -1.2981  4.6973  -2.108
Si  -0.6914  2.2165  0.6307
Si  0.0311  -0.4643  -0.0738
Si  -1.2299  0.9779  -2.8792
Si  1.9277  2.0677  -0.8276
Si  0.1904  3.4942  2.1308
Si  3.6931  -3.8171  -6.0035
Si  -0.6739  0.6506  -1.4769
Si  0.7376  -1.0891  -0.5376
Si  -0.0649  -0.9659  -0.672
Si  0.11  -0.5532  2.1851
Si  0.8521  -0.6459  1.109
Si  0.7101  2.2977  4.3217
Si  3.2128  1.1705  3.4058
Si  -5.1095  -5.5555  -0.8242
Si  0.3338  -0.1806  -1.1429
Si  -8.5323  -3.169  4.9834
Si  -4.1036  1.0737  0.4642
Si  3.1769  -1.2822  4.1783
Si  -4.4203  -3.1617  2.9764
Si  1.433  -3.8329  1.7326
Si  -0.5604  -0.1361  5.9117
Si  -0.9773  -1.2655  0.4193
Si  3.3262  -2.7403  -3.3096
Si  -5.5551  -6.3911  0.5732
Si  -1.7145  -0.8946  0.7417
Si  -0.4801  6.5629  1.9209
Si  -2.9818  -3.3288  -1.7816
Si  -0.2119  -0.4089  -2.5291
Si  3.253  3.066  -3.0199
Si  -1.4161  -0.7465  0.8283
Si  -0.4952  2.8259  -1.186
Si  0.9403  -0.2139  3.1929
O  -1.8756  -3.9414  1.0559
O  -0.9153  -4.0641  -0.1013
O  -1.5096  1.4325  -1.3773
O  0.4306  -0.6856  0.1631
O  2.3689  2.156  1.6397
O  -0.7598  0.202  6.4203
O  -4.7078  -2.252  0.7763
O  0.1554  0.0887  0.6382
O  0.3974  -1.1257  -1.2818
O  -3.6478  1.6412  0.1355
O  -0.6532  0.6205  -0.4272
O  1.1961  3.5272  2.0415
O  1.5845  -1.8606  -1.4006
O  1.6671  1.6614  -0.7739
O  -1.9414  1.8059  -2.5483
O  -2.0606  1.2886  -2.0647
O  1.1378  1.4263  2.3338
O  0.2298  -1.4379  -1.5101
O  3.8228  5.3675  -7.4395
O  -1.9045  -2.3729  0.7668
O  -1.8832  0.6656  -1.2505
O  -1.6388  -2.2825  0.9734
O  -0.6198  0.5916  1.9659
O  -1.3839  1.0587  0.1941
O  -1.9738  1.9827  2.7483
O  -0.3676  0.4878  -0.3009
O  -1.4252  1.8522  -0.0874
O  -0.8288  -1.883  -1.2729
O  0.9418  2.8414  2.6123
O  -2.3417  -0.6004  -0.604
O  -0.2423  0.0304  1.8873
O  2.2526  -2.1823  -1.1681
O  4.904  -4.2058  -0.3054
O  1.6814  0.6057  1.1842
O  -1.233  1.6097  -3.331
O  3.1383  -0.0603  1.6237
O  -3.623  0.6108  -0.0352
O  -1.7108  2.5129  -1.3066
O  3.3149  -0.0791  -3.8555
O  2.7142  5.7682  1.4307
O  -1.8809  1.5208  -0.247
O  0.8145  0.2463  -0.0612
O  -0.0001  -2.1678  0.9807
O  -0.8842  -1.2291  -1.796
O  2.8217  -0.983  -0.3255
O  -2.4343  1.9853  -1.0094
O  0.5115  0.4923  -0.8414
O  2.1252  0.2788  -4.3645
O  -0.6554  -1.9865  0.0173
O  3.4679  3.7007  -1.8422
O  0.0212  0.356  1.0287
O  1.2809  2.0619  1.377
O  0.1827  3.1251  0.8973
O  3.8252  -2.5163  -2.4742
O  4.5405  -6.7268  -1.7473
O  0.6695  4.1326  -0.5078

The program warned: the forces do not sum to zero within the program's tolerance.
